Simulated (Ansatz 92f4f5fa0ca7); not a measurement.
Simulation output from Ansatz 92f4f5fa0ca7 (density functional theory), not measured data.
Periodic cell of 254 atoms, Si144O106N4, from a study of silicon, its oxide and their interface. The atomic structure is a simulated model.
Doubt: the cutoff is far below the 930 eV that the study's wrapper takes by default for these files, so forces and energies are approximate.

Settings: functional PBE; potential files Ansatz PAW; basis plane waves; wave-function cutoff 580 eV; density cutoff ratio 5; exchange-correlation grid ratio 1; k mesh 1 x 1 x 1, Gamma-centred; self-consistency stop 5e-08 eV per atom in the density residual; occupations fixed; spin none; net charge 0.

Cell vectors (angstrom)
a  10.938  0  0
b  0  10.938  0
c  -2.638  -4.898  35.3182

Atoms and the computed forces on them: element, x, y, z (angstrom), force x, y, z (eV/angstrom)
Si  -1.4065  -6.0149  28.0172  -0.1467  0.0726  -0.5059
Si  1.6734  -3.9306  27.8946  -0.1548  -0.0903  -0.43
Si  -1.5874  -0.6882  27.9172  0.0526  -0.1062  -0.3886
Si  1.6267  -9.4604  27.5107  -0.0645  -0.0867  -0.2083
Si  -6.9453  -6.0622  27.8895  -0.0371  0.1021  -0.3788
Si  -3.6582  -3.7223  27.9673  0.153  -0.0941  -0.5073
Si  3.971  -0.6721  27.6845  0.0986  -0.1526  -0.2611
Si  -3.8047  -9.3894  27.7178  0.1364  0.0759  -0.3581
Si  0.133  -4.941  29.3717  0.1234  0.0972  -0.0004
Si  2.7889  -2.1891  29.0769  0.0168  -0.0509  -0.1316
Si  0.1253  -10.4499  29.0722  -0.2048  -0.0073  -0.1055
Si  2.7443  -7.7303  28.9949  0.0117  -0.1334  -0.1714
Si  -5.3864  -4.8705  29.1631  0.1287  -0.0187  -0.105
Si  -2.6431  -2.1806  29.3739  0.033  0.1055  -0.0496
Si  5.5473  0.4769  29.0928  -0.1718  0.076  -0.085
Si  -2.6283  -7.7436  29.0527  -0.1387  -0.0148  -0.0808
Si  -1.2299  -3.5292  30.6238  0.0249  -0.0199  0.1778
Si  1.4568  -0.8356  30.5048  0.098  0.0563  0.0159
Si  -1.2274  -9.0274  30.4795  -0.0157  -0.0683  -0.016
Si  1.5126  -6.3713  30.5516  0.0316  -0.0161  0.0928
Si  4.1946  -3.4943  30.5131  -0.0657  -0.0641  0.0092
Si  6.8833  -0.7913  30.5721  0.0115  0.0165  0.1671
Si  4.1858  1.9246  30.4472  0.023  -0.0435  0.052
Si  -3.9969  -6.3127  30.4764  0.1708  0.1167  0.0083
Si  -2.638  -4.898  31.9  -0.1275  -0.3807  -0.0551
Si  0.0965  -2.1635  31.9  0.2897  0.2637  0.5299
Si  -2.638  -10.367  31.9  0.1074  0.1004  -0.191
Si  0.0965  -7.6325  31.9  -0.0508  -0.3414  0.1024
Si  2.831  -4.898  31.9  0.2029  -0.1336  -0.2182
Si  5.5655  -2.1635  31.9  -0.293  0.0276  0.3249
Si  2.831  0.571  31.9  0.0092  -0.0788  -0.4359
Si  5.5655  -7.6325  31.9  -0.1575  -0.1018  -0.4248
Si  1.3673  -1.3673  3.418  -0.1217  0.2412  0.2541
Si  4.1018  1.3673  3.418  0.046  0.0735  0.1101
Si  1.3673  4.1018  3.418  -0.3628  -0.0497  -0.6625
Si  4.1018  -4.1018  3.418  0.2534  0.4884  -0.277
Si  6.8362  -1.3673  3.418  -0.0188  -0.1239  0.0259
Si  -1.3673  1.3673  3.418  0.0686  -0.323  -0.1739
Si  6.8362  4.1018  3.418  0.0795  0.0122  0.22
Si  -1.3673  -4.1018  3.418  -0.2157  0.0189  0.2928
Si  2.7346  0.0496  4.8288  0.0574  -0.0286  0.0126
Si  5.4627  2.7509  4.8026  0.0268  -0.0357  -0.0787
Si  2.6209  5.5852  4.6586  -0.1069  0.0568  0.0537
Si  5.4991  -2.7402  4.8308  0.017  -0.1222  0.0828
Si  -2.7966  0.0622  4.7799  -0.0466  0.0812  -0.0192
Si  0.081  2.6682  4.7517  0.0973  0.1522  0.0826
Si  8.2058  5.4551  4.8424  0.0189  0.0891  -0.0278
Si  -0.0589  -2.6665  4.8027  -0.0945  0.0379  -0.0974
Si  1.4919  1.4771  6.2684  -0.164  -0.2086  0.6716
Si  3.9905  4.2238  5.8703  0.0991  0.0296  0.6412
Si  1.3709  -3.9779  6.1158  0.1021  -0.0153  0.4803
Si  4.1944  -1.2293  6.155  0.0726  -0.1108  0.2702
Si  -4.0867  1.4452  6.2548  0.0186  -0.0609  0.3555
Si  -1.2669  4.0302  6.0543  0.0762  0.0527  0.1437
Si  6.8045  -4.1777  6.3134  -0.2112  -0.0218  0.5107
Si  -1.449  -1.2736  6.1503  -0.0458  0.0192  0.1807
Si  -0.2494  0.3332  7.4603  0.0442  0.0446  0.4114
Si  2.9714  3.5236  7.9033  -0.2644  0.8654  -1.4344
Si  0.3046  -5.713  7.3259  -0.1369  0.2066  -0.205
Si  3.0151  -2.7798  7.4257  -0.0097  0.032  -0.0854
Si  5.6916  -0.0957  7.712  0.0784  0.2519  -0.3545
Si  -2.4193  2.6032  7.5415  -0.0363  -0.0274  0.0115
Si  4.8721  5.6097  7.5439  0.2507  0.546  -1.0185
Si  -3.0398  -2.4382  7.5533  0.0539  -0.1629  0.0696
Si  -1.2708  -6.2653  33.2672  -0.0613  -0.0039  -0.0225
Si  1.4637  -3.5308  33.2672  -0.0639  0.0006  0.001
Si  -1.2708  -11.7343  33.2672  0.0071  0.0055  -0.0017
Si  1.4637  -8.9998  33.2672  -0.1253  -0.0456  -0.022
Si  4.1982  -6.2653  33.2672  0.0253  0.0805  -0.0277
Si  6.9327  -3.5308  33.2672  -0.0782  -0.0584  -0.038
Si  4.1982  -0.7963  33.2672  -0.0061  -0.0514  -0.0053
Si  6.9327  1.9382  33.2672  0.0369  0.0041  -0.043
Si  0.0965  -4.898  34.6345  0.0397  -0.0053  -0.0285
Si  2.831  -2.1635  34.6345  0.0377  0.0533  -0.009
Si  0.0965  -10.367  34.6345  0.0475  0.0052  0.0076
Si  2.831  -7.6325  34.6345  -0.0121  -0.0241  -0.0262
Si  5.5655  -4.898  34.6345  0.0405  -0.012  0.0115
Si  -2.638  -2.1635  34.6345  0.0414  0.0204  -0.0263
Si  5.5655  0.571  34.6345  -0.0155  -0.0513  -0.0348
Si  -2.638  -7.6325  34.6345  0.0042  0.0383  -0.0135
Si  1.3673  1.3673  0.6835  -0.0329  0.0039  0.0362
Si  4.1018  4.1018  0.6835  -0.0594  -0.0602  0.0072
Si  1.3673  -4.1018  0.6835  -0.0525  -0.0075  0.0414
Si  4.1018  -1.3673  0.6835  -0.0665  0.0776  -0.0123
Si  6.8362  1.3673  0.6835  0.0225  -0.0665  0.055
Si  -1.3673  4.1018  0.6835  -0.0643  0.0763  -0.0299
Si  6.8362  -4.1018  0.6835  0.0145  0.0229  0.0239
Si  9.5708  -1.3673  0.6835  0.0488  -0.047  -0.0012
Si  0  0  2.0507  -0.0464  -0.006  -0.0002
Si  2.7345  2.7345  2.0507  0.1038  0.1227  0.0061
Si  0  -5.469  2.0507  -0.0325  -0.1704  -0.0304
Si  2.7345  -2.7345  2.0507  0.1701  0.0728  -0.0086
Si  5.469  0  2.0507  -0.073  -0.0979  0.0163
Si  8.2035  2.7345  2.0507  0.1374  0.161  0.0156
Si  5.469  5.469  2.0507  0.0169  0.0112  0.0276
Si  8.2035  -2.7345  2.0507  0.0391  0.0652  0.024
Si  -4.2325  -4.8053  18.6111  -0.0192  0.0095  0.1023
Si  0.8192  -0.4912  12.3114  -0.1372  0.1388  0.2049
Si  -0.7655  2.2303  11.9415  0.1239  -0.0695  0.1125
Si  2.7744  5.9649  21.5505  -0.0051  -0.0219  0.146
Si  4.412  0.0858  15.2626  0.0008  -0.0163  -0.1495
Si  -6.3687  -6.5854  24.8955  -0.0071  0.1078  -0.4464
Si  6.0405  -9.1946  24.7  0.0823  0.0268  -0.3485
Si  -0.1433  -9.7406  17.3557  -0.0374  0.0645  -0.0283
Si  -1.0168  3.1509  15.0217  0.0441  0.0356  -0.095
Si  5.2347  1.3875  10.6323  0.0308  -0.2812  0.2972
Si  -2.1802  -2.5498  25.6816  -0.2552  0.1838  -0.2831
Si  -3.0912  0.5067  11.525  0.1042  -0.1518  0.1877
Si  2.0304  -0.7538  17.0793  0.012  -0.0053  0.0757
Si  1.1143  -1.6845  9.4872  0.1118  0.0868  -0.1016
Si  1.6346  -6.448  23.7062  0.0969  -0.065  -0.1025
Si  -3.9727  -5.5122  23.3706  0.1044  0.0374  -0.0392
Si  -2.6802  -11.8351  20.9024  -0.0521  -0.0298  0.3114
Si  4.6552  4.34  10.4336  0.0705  0.1381  0.7157
Si  -5.4587  -17.4052  20.92  0.0485  0.1166  0.2054
Si  -2.3275  -7.9414  23.7257  -0.0707  0.1505  -0.1715
Si  2.2174  7.2278  15.9375  0.0053  -0.0014  -0.0684
Si  4.8944  -3.0159  14.5458  0.0054  -0.0067  -0.0965
Si  0.2416  -0.4807  22.2142  -0.0056  -0.1876  0.0809
Si  -1.7531  -1.4886  13.1741  0.072  0.1049  -0.0453
Si  6.0426  -4.0038  11.8598  0.0408  0.0882  0.0446
Si  -6.7933  -8.8873  19.8115  0.0119  -0.0366  0.2282
Si  2.5723  -11.398  20.2715  -0.0127  -0.0462  0.233
Si  -1.0073  -3.9543  9.4165  -0.0091  -0.11  0.2087
Si  -2.5296  -5.7962  16.5513  -0.0302  0.0817  -0.0878
Si  8.8452  -5.1649  12.0727  -0.1068  0.1211  0.1632
Si  1.3151  -7.8584  19.2382  -0.0392  -0.0437  0.1827
Si  3.1491  1.2441  12.8516  -0.122  -0.0048  0.1367
Si  -3.1009  -2.9859  15.6427  0.0095  0.0509  -0.1015
Si  -1.2858  -5.1022  19.0905  -0.0005  -0.0789  0.1762
Si  -8.3719  -13.109  22.6416  -0.0748  -0.0793  0.056
Si  1.8266  -7.126  12.0222  -0.0888  -0.0908  0.1981
Si  -3.0069  -2.1529  10.4911  -0.0383  -0.144  0.1822
Si  7.1453  -2.3956  23.3242  -0.053  -0.087  -0.1045
Si  -3.9406  -1.9474  18.36  0.0883  -0.1019  0.0493
Si  0.2714  -9.1219  24.5342  -0.1462  0.1814  -0.5085
Si  -1.1655  -7.4498  20.7927  -0.0366  0.0459  0.1671
Si  0.4166  5.4986  14.0465  0.0477  -0.1047  -0.0213
Si  4.7083  -12.1057  24.6703  0.0556  -0.0017  -0.5108
Si  -5.0521  -10.1338  17.6908  0.0458  -0.0659  0.0425
Si  7.5949  3.2354  10.4985  0.1196  0.0082  0.2317
Si  1.4552  -4.7938  18.7439  0.0907  0.0835  0.2092
Si  -2.5896  1.5175  19.1782  0.0283  -0.0071  0.1841
Si  -0.1292  -4.7896  25.6589  0.0512  -0.11  -0.1747
N  4.4004  4.4224  8.7461  -0.952  -0.5126  -0.3314
O  -1.0658  -5.2251  13.35  -0.0892  0.0163  -0.1156
O  1.0186  6.729  14.9305  0.0079  0.0208  0.0333
O  -2.8211  -6.4213  24.1135  0.0169  -0.0321  0.0756
O  -2.6634  -5.0041  27.6493  0.0323  0.0214  0.4194
O  0.3095  -0.4408  8.8163  0.0125  0.0361  -0.1577
O  -3.0601  0.6301  20.4703  -0.0277  0.0621  -0.1199
O  1.5231  -5.7745  12.8831  0.0365  -0.0036  -0.0651
O  -2.6529  -10.5088  27.2967  0.0375  0.0169  0.4883
O  1.1144  4.5702  18.6872  -0.0727  0.0368  -0.0939
O  3.1339  0.1427  16.2758  -0.029  0.0266  0.064
O  2.9421  0.524  27.1736  -0.0878  0.0208  0.3284
O  0.8502  -3.7432  26.4639  0.138  0.0858  0.2067
O  1.5308  4.4205  8.0971  0.5418  -0.4333  0.2005
O  -1.3234  1.4639  8.0799  0.0931  -0.1485  -0.4297
O  2.1574  -0.0293  13.0992  0.0422  0.0247  -0.0749
O  5.9639  -0.6826  18.3831  -0.0626  0.0015  -0.024
N  -2.3271  1.9933  11.1718  -0.1733  -0.1041  -0.214
O  0.1591  0.5681  23.4696  0.0468  0.0912  0.1886
O  -2.3363  -7.9295  19.7595  -0.0002  -0.0355  -0.1359
O  5.2533  -8.0654  20.6835  -0.0538  -0.0637  -0.0538
O  -2.7691  -4.4609  19.2669  0.0371  0.0273  -0.024
O  -10.9481  -10.1449  11.7575  -0.0083  -0.0021  -0.0272
O  2.2493  -4.4896  17.3665  0.007  -0.0228  0.0137
O  -1.5701  -7.875  22.2899  0.0186  -0.0184  -0.0155
O  6.2301  0.6152  11.6745  -0.0073  0.0823  -0.2005
O  -1.0201  -5.8532  20.5282  -0.022  0.0199  -0.1303
O  -2.3502  -2.1695  14.4798  -0.0436  -0.0323  0.0863
O  2.5564  -1.9048  8.7603  -0.0823  -0.0146  -0.0834
O  -3.5958  -8.9727  23.7254  -0.0909  -0.1034  0.1138
O  -3.7584  -1.524  21.9548  -0.0071  0.0286  -0.025
O  5.217  0.7005  9.1192  0.0509  -0.1849  -0.1172
O  6.6769  -1.398  8.0469  0.1015  0.1011  -0.1252
O  4.0399  -3.9437  7.9833  0.2364  -0.3417  -0.0981
O  -4.0239  -16.5866  17.2157  -0.0016  -0.0501  -0.0065
O  1.9786  -2.1734  16.3297  -0.0478  0.0327  0.0231
O  -1.1935  -1.5899  26.5677  0.0547  0.1465  0.2394
O  -10.6854  -8.1727  20.4383  0.0618  0.0056  -0.0962
O  3.2983  -1.3664  23.8625  0.038  0.0516  0.143
O  -1.4249  -6.0471  17.7391  0.0078  -0.0354  0.0505
O  2.3615  -4.4541  20.0632  -0.0508  0.0371  -0.2065
O  0.5215  -0.191  16.8711  0.0277  -0.0194  -0.0044
O  -1.218  -11.8263  21.6178  0.0431  0.0201  -0.0598
O  1.0783  -8.879  18.0049  0.0244  -0.003  -0.055
O  -1.4084  -3.8979  25.2172  0.07  -0.0469  0.0329
O  -1.2518  -10.0549  18.5023  0.0482  -0.0256  -0.0593
O  -3.1098  -2.0214  16.9557  0.0131  0.03  0.0332
O  -2.8166  -1.7772  19.5394  -0.0355  -0.0374  -0.1911
O  -3.581  -2.9169  26.4934  -0.1167  -0.1363  0.3229
O  -2.3996  3.9395  15.4548  -0.0383  0.0176  0.0984
O  1.159  -10.8912  20.9517  0.0454  0.0865  -0.1043
O  2.3972  -11.7622  18.6865  -0.0109  -0.0358  -0.1417
O  0.3592  -3.1008  9.2776  0.0754  -0.0327  -0.0083
O  0.8791  -9.4365  26.0146  0.2128  0.0982  0.6112
O  -8.6434  -8.3202  13.0401  0.0339  0.0204  -0.0358
O  4.5168  -1.3867  26.2773  -0.1315  0.1267  0.5842
O  6.3065  -3.3828  15.2581  -0.0409  -0.0084  0.0503
O  2.8454  -7.9275  19.7429  -0.0481  -0.0093  -0.0656
O  3.669  -3.8655  15.2043  -0.0087  -0.0337  0.0559
O  -4.8733  -14.2409  18.468  -0.0054  0.0024  0.01
O  -11.0779  -12.2503  13.3479  0.0465  -0.0009  -0.0929
O  1.7095  -6.0762  22.1151  0.0183  -0.0059  0.0576
N  -2.3599  -2.9552  9.1091  -0.3805  0.223  -0.3997
O  7.4514  -4.4483  12.581  0.1029  -0.0954  0.0413
O  2.8959  -4.9264  27.38  -0.0035  -0.0755  0.5085
O  -7.8771  -6.2125  24.4489  0.0283  0.0134  0.1154
O  -5.2224  -10.326  16.088  -0.0099  0.0352  0.0372
O  5.3297  -5.23  11.0508  -0.12  -0.1813  -0.2291
O  4.7097  -6.6106  26.5104  -0.0864  0.022  0.4128
O  -2.2226  -4.3343  15.8829  0.0178  -0.049  -0.0019
O  3.1129  -6.843  11.0387  0.2022  -0.0115  -0.1669
O  -6.7245  -5.7085  21.5746  0.0015  0.0131  -0.0538
O  -1.1054  2.5669  13.508  -0.0206  -0.0206  -0.0313
O  0.2251  4.2241  15.0605  -0.0083  -0.0239  0.0474
O  -1.2294  -8.5122  24.7797  0.1005  -0.0402  0.2017
O  1.2934  -1.4104  11.0689  0.0603  -0.0947  -0.1296
O  7.881  3.3665  8.8782  0.0413  -0.0562  -0.0894
O  -0.0261  6.8765  18.8666  0.0107  -0.0439  -0.0555
O  -0.8503  -5.2013  8.3959  0.0416  0.0649  -0.0782
O  -1.1598  -4.5582  10.9006  0.1928  -0.0194  -0.0069
O  -2.6496  -1.7798  24.3139  0.1927  -0.0907  0.3757
O  6.4445  -2.7804  10.8329  0.0797  0.0653  0.0158
O  1.2227  -8.0073  23.8245  -0.006  -0.0491  0.0857
O  2.828  -3.7715  22.6607  0.018  0.0084  -0.0221
O  7.4293  -3.985  23.0615  -0.0005  -0.02  0.0248
O  -9.9733  -12.78  22.7836  0.0491  0.0238  -0.0528
O  5.7587  -5.7388  19.509  0.031  0.0477  -0.1837
O  -5.2514  -2.2895  24.0207  -0.0685  0.0227  0.1169
O  -7.2118  -10.2765  20.5337  0.0113  0.0675  -0.0693
O  -4.2085  -6.2675  21.9378  -0.0757  -0.0798  -0.0592
O  -0.7824  -9.0004  16.0625  0.0258  -0.0218  0.0538
O  -5.3167  -5.489  24.2909  -0.0654  -0.033  0.1266
O  -0.5554  -6.0911  26.5811  -0.0983  -0.118  0.2936
O  5.3673  0.3007  24.4013  -0.022  0.0272  0.1349
O  0.5473  -5.4326  24.3388  -0.1679  0.1966  0.2187
O  0.3576  3.3313  11.3742  0.0005  0.0287  -0.0724
O  -3.6839  -9.3181  17.9926  -0.0544  0.0272  -0.0846
O  3.7593  1.2355  11.3281  0.0458  0.0293  -0.246
N  5.8266  3.034  10.6978  -0.0591  0.0596  -0.1483
O  -2.02  -2.3433  11.8101  -0.1043  -0.0665  -0.1901
O  -2.7403  4.4628  11.361  0.0231  0.0996  -0.0082
O  3.0865  -12.6667  21.153  0.0281  0.0619  -0.1118
O  -6.2657  1.6849  18.3204  0.0473  -0.0124  -0.1231
O  -2.5136  -0.061  12.9457  -0.0649  0.0336  -0.1137
O  4.9298  -8.0641  24.3111  -0.0213  -0.0588  0.138
O  4.2652  1.132  14.0175  0.0402  -0.0193  0.0827
O  5.0009  -3.4501  12.9733  -0.0172  0.044  0.0378
O  -6.3106  -12.3546  14.6745  0.0207  0.0292  0.0132
O  -4.467  -8.9701  26.2598  0.1  -0.0435  0.4599
O  -2.9406  -0.5418  10.2663  0.0827  0.0711  0.0951

Results
free energy: -153370.653 eV
free energy less fixed offsets of N -385.13, O -568.88, Si -635.61 eV per atom: -1.013 eV

The program warned: the cutoff lies below the one the program advises for these potential files; the forces do not sum to zero within the program's tolerance; the exchange-correlation potential is rough where the density is thin.
